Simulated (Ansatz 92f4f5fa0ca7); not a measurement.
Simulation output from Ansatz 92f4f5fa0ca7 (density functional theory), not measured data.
Periodic cell of 177 atoms, Si99O78, from a study of silicon, its oxide and their interface. The atomic structure is a simulated model.

Settings
functional: PBE
potential files: Ansatz PAW
basis: plane waves
wave-function cutoff: 700 eV
density cutoff ratio: 5
exchange-correlation grid ratio: 2
k mesh: 2 x 2 x 1, shifted by 0.5 0.5 0.5 of a step
self-consistency stop: 5e-08 eV per atom in the density residual
occupations: Fermi-Dirac, 0.05 eV
spin: none
net charge: 0

Cell vectors (angstrom)
a 11.5294 0.0873 0.1053
b -0.2364 11.6098 0.0703
c -4.6358 1.6395 22.9428

Atoms and the computed forces on them: element, x, y, z (angstrom), force x, y, z (eV/angstrom)
Si 7.2632 1.8974 0.4263 1.4499 -1.7909 0.2861
Si 7.6012 5.0337 0.6005 0.4486 -0.8447 -1.0371
Si -2.7959 9.9395 -0.5457 -0.2695 -0.4143 -1.0117
Si 0.2826 2.8429 0.2326 -0.5581 -0.0614 -0.4992
Si 1.8513 4.9181 2.4945 -0.6674 0.3522 0.1877
Si 0.9667 7.07 0.0404 0.7472 -0.6992 0.0739
Si 2.2434 2.8659 -0.8663 0.9379 0.1171 -1.3687
Si 5.4337 6.0899 1.2116 -0.4278 0.5904 0.5687
Si 4.1676 8.1965 0.7109 0.5759 0.3885 -0.6258
Si 0.6597 1.3392 2.0999 -0.113 0.4439 0.3558
Si 0.0133 5.0522 0.9986 0.0923 -0.1375 0.0945
Si 1.9726 8.5152 1.7956 0.2639 -0.4316 0.2448
Si 5.5904 1.3261 1.8678 -0.793 0.055 -0.0269
Si 3.8675 4.3779 1.4896 0.389 0.1895 -0.527
Si 6.0979 9.2338 2.5042 -0.5883 0.1659 -0.1412
Si 9.7545 1.4438 2.493 -0.8068 -0.5724 -0.8415
Si 9.3959 5.2104 2.1991 0.0973 -0.08 0.2899
Si 8.4666 9.3293 1.9785 -0.0061 -0.188 0.5333
Si 1.4598 3.0239 3.7417 0.0391 -0.5237 -0.2274
Si 1.752 6.985 3.6283 0.3568 -0.0638 -0.6814
Si 1.3803 10.7888 2.9802 0.1782 0.0534 0.3339
Si 5.1225 3.2179 3.2966 -0.1164 -0.4866 0.1404
Si 5.5256 7.0617 3.5068 -0.0697 0.005 -0.8015
Si 5.3659 11.2087 3.5715 0.1995 -0.5028 -0.1626
Si 9.2962 3.3457 3.7308 -0.4278 0.6467 0.0318
Si 9.237 7.294 3.3214 -0.0727 -0.1219 0.0244
Si 9.0203 10.9822 3.5947 0.3267 0.1694 0.1412
Si -0.4044 3.1571 5.0653 0.0069 -0.1854 0.3595
Si -0.3181 7.0953 4.6459 -0.6194 -0.0715 0.6542
Si -0.4233 10.6631 4.6172 -0.2945 0.034 -0.2935
Si 3.4619 3.0245 5.0274 0.2887 -0.0468 0.1162
Si 3.6244 6.9643 4.9922 0.2806 0.2688 0.2958
Si 3.2778 11.0374 4.6867 -0.0016 0.1087 -0.1627
Si 7.1525 3.3531 4.8507 0.1206 0.1344 -0.2614
Si 7.406 6.9488 4.8555 0.0809 0.6846 0.1066
Si 7.1724 11.108 5.0622 -0.1734 0.0944 -0.0321
Si -0.2521 0.9164 5.9936 0.1508 0.4301 0.1063
Si -0.3149 5.2177 6.2071 -0.1907 0.2599 -0.1349
Si -0.4678 8.9085 6.2004 -0.3082 -0.3081 -0.1998
Si 3.6356 1.1429 6.4711 0.3083 0.0494 -0.5386
Si 3.5692 5.0104 6.4549 -0.1554 -0.1388 0.0921
Si 3.4009 9.1134 6.0433 -0.2148 -0.0837 0.1659
Si 7.3311 1.4574 6.3008 0.3059 0.0363 -0.1369
Si 7.2918 5.1857 6.4575 -0.2692 -0.2083 -0.2456
Si 7.1336 8.9669 6.1257 -0.071 -0.5713 0.0094
Si 1.5753 0.9934 7.5382 -0.4964 -0.3998 0.0633
Si 1.5067 5.077 7.7164 0.2449 0.025 -0.1555
Si 1.4853 8.9289 7.4948 0.1891 -0.3747 -0.1076
Si 5.6666 1.3891 7.9519 -0.1751 -0.1748 -0.117
Si 5.4348 5.0799 8.0924 -0.0152 0.2503 -0.071
Si 5.2144 9.1595 7.5128 0.275 -0.0854 -0.3573
Si 9.3721 1.1777 7.4788 0.0087 -0.2057 -0.1641
Si 9.293 5.1361 7.6732 0.2286 -0.0498 0.128
Si 8.9861 8.9223 7.569 0.1014 0.1187 -0.2218
Si 4.1051 7.6847 9.1255 0.7012 0.1372 -0.2241
Si 1.8 7.0693 9.0285 -0.7119 0.1814 -0.4944
Si 1.5972 -0.9668 9.0215 0.4812 0.5454 0.2291
Si 6.0535 3.2252 9.579 -0.6474 0.1839 0.4116
Si 1.7969 5.669 14.9705 -1.9438 0.6271 0.6783
Si 6.4506 -0.6835 8.7886 -0.108 -0.2811 0.0844
Si 9.9255 3.086 8.7 0.2552 0.0887 -0.0909
Si 9.2433 7.0648 9.0702 -0.2911 0.0014 0.1119
Si 8.9974 -0.7567 8.8299 0.0632 -0.1633 -0.1186
Si 1.5243 3.2543 11.5275 -0.8855 -2.2055 0.7964
Si -0.3573 7.7403 10.0981 0.135 -0.4121 0.5458
Si 0.8699 2.9175 8.6588 -0.4054 0.3548 -0.5263
Si 4.7742 6.1263 14.2915 2.2425 -0.5427 -0.1676
Si 4.2429 3.9408 12.2608 0.9115 -0.7672 -0.6502
Si 4.1159 9.6559 10.4761 -0.3171 -0.9252 1.6686
Si 5.4832 2.9104 21.1562 0.5528 -0.9061 -0.0519
Si 8.9585 7.3769 11.9695 -0.9744 -0.0926 -0.0631
Si 11.0303 -1.3809 10.2433 -0.2962 -0.0696 0.3313
Si 2.4311 2.7521 14.1156 -0.7491 -0.634 0.8709
Si 7.3766 2.0578 15.3076 -0.4586 -0.5689 -1.386
Si -1.277 3.7614 12.4342 0.6147 0.5941 0.4929
Si 10.1658 -1.5953 12.5081 1.5663 1.3374 0.2158
Si 11.4843 8.0633 14.602 -1.3067 -0.0428 -0.1037
Si 8.6477 4.1143 17.0532 1.4896 -0.861 -0.4795
Si 1.8446 1.2664 21.2408 0.4707 -1.6772 -1.1033
Si 8.353 2.9709 10.4243 0.8344 0.04 0.7271
Si 4.2369 9.0315 13.6682 1.1932 0.001 -0.2823
Si -1.3505 9.095 20.9452 -0.2895 1.7383 -0.6922
Si 1.0286 11.7278 18.4543 0.0168 0.2303 1.3801
Si -2.1825 5.9152 14.4342 0.1331 -0.3465 0.2738
Si 3.9802 4.8988 19.1295 1.9566 -0.2186 -0.4253
Si 4.5252 10.3792 16.325 0.1944 -1.8321 -1.586
Si 3.9683 7.6981 20.6873 1.5524 -1.4307 0.0648
Si -1.0699 4.453 19.5376 -0.6884 -1.0382 -0.3284
Si -0.4675 2.5311 21.9098 -1.5618 1.6977 -0.242
Si -2.7971 12.826 12.7226 -0.8281 0.1471 1.0209
Si 1.2365 8.5959 19.4949 0.0207 -0.3424 -0.7791
Si 7.2325 -0.2461 17.049 0.3879 0.6189 1.2403
Si 5.8677 -1.4581 21.2633 0.0499 1.5207 0.3913
Si 5.9075 4.3558 16.6093 -1.9439 0.6503 -0.6788
Si 2.0677 9.4432 15.523 1.943 -1.223 -0.8931
Si 1.2436 5.928 18.1552 -0.0568 -2.3675 -1.6383
Si 7.3078 0.9287 19.686 -1.7649 2.1106 -1.2063
Si 9.7412 -0.219 18.7473 -2.2883 -2.5012 0.3685
Si 2.4948 0.4934 16.3663 0.5707 1.4701 -0.2021
O 7.1962 3.4435 0.0175 0.1134 2.205 0.2724
O -0.1338 2.8762 23.4871 0.6679 -0.2267 0.7083
O -0.2959 7.8746 -0.5235 -0.6855 0.6639 -0.3999
O 5.1922 9.4486 1.0757 0.1945 -0.6034 0.5058
O 5.1372 6.346 9.1864 -0.1535 -0.199 -0.0686
O 5.1486 3.2253 11.0204 -0.4101 0.5808 0.6588
O 8.3921 6.5073 13.2797 0.09 0.4059 -0.58
O 2.9845 -1.1248 10.0223 -0.8572 0.2492 -0.5413
O 3.3098 9.2771 16.642 -0.4493 0.1698 -0.2613
O 1.7292 11.0064 15.3661 -0.5432 0.2224 -0.2304
O 8.2293 7.0481 10.4776 0.7534 0.2155 0.4077
O 5.6756 -1.0454 10.2176 0.7359 0.6707 -0.1132
O -0.9465 7.0944 11.6305 0.3378 0.1711 -0.6388
O -0.633 11.8659 18.2745 2.6712 0.8543 -0.5716
O 1.4331 7.4838 18.2568 0.0704 2.7684 1.4907
O 6.8023 -0.4211 20.3587 -0.9221 -1.5523 0.9603
O -0.1072 8.2425 20.3773 0.9371 -0.8454 -0.4718
O 2.0876 6.7166 -1.1879 -0.8272 -0.4591 0.5051
O 2.7579 0.0044 21.8324 0.2001 0.5682 0.0578
O 2.415 4.9965 18.8838 -2.0167 0.4156 -0.2715
O 8.8255 5.3201 15.9221 -0.1655 -0.4277 0.533
O 1.6439 12.7786 19.64 -0.107 -0.786 -0.3974
O 3.9319 8.4891 -0.9127 -0.1836 -0.1166 0.481
O 3.434 3.6735 0.0082 -0.1562 -0.0612 0.154
O -2.1093 2.8356 22.0222 0.6002 0.075 -0.1959
O 7.2002 0.4472 15.5854 -0.2504 0.1575 0.2103
O 5.1139 8.8748 20.4864 -0.449 -0.6749 -0.3028
O -2.2711 5.0642 20.4376 -0.3102 -0.1436 2.1811
O 0.1334 4.0637 11.6134 -0.8966 0.0309 0.2249
O -1.7763 3.8229 18.1806 -1.388 -0.4318 -1.4004
O 6.1353 -1.4964 17.0741 0.6624 0.4916 0.0358
O 5.8313 5.568 15.4523 -0.4613 -0.3858 -0.0091
O 3.3329 6.0788 14.9354 -0.5412 -0.0028 0.5141
O 1.663 4.177 14.3973 0.1419 -0.8188 -0.3685
O 3.9681 2.9634 13.594 0.4518 0.411 -0.7009
O 7.7452 1.9888 13.6762 0.1928 -0.3375 0.4825
O 8.7589 1.5106 1.084 -0.1787 0.1979 0.2303
O 4.218 9.3643 12.096 -0.0149 0.1608 -0.3538
O 6.0709 2.9689 15.7197 -0.3303 -0.1122 -0.1586
O -2.2797 11.3156 13.0681 -0.1327 -0.0577 -0.1319
O 1.5704 2.4765 10.0823 0.1441 0.2217 1.2148
O 4.8254 10.1764 14.6799 0.2119 0.5214 0.7023
O 8.8998 0.8891 19.5955 1.3045 0.2452 0.2484
O 4.9208 5.2971 12.8419 -0.1174 0.1276 0.4994
O 2.3971 1.9347 15.5657 -0.1197 0.0524 -0.6077
O 8.5849 2.6701 16.1581 1.3786 1.352 1.3544
O 6.7047 0.9474 18.1242 0.7756 -1.0968 0.1268
O -0.8752 2.289 -0.8452 0.1558 0.3584 0.4934
O 0.9248 6.7443 14.0142 0.4194 -0.6209 0.3455
O 2.7077 8.8724 14.0784 -2.1575 0.1942 1.3186
O -0.1667 3.4585 20.5006 0.0723 0.0477 0.4031
O 1.1994 5.6346 16.509 0.405 0.0554 0.3668
O 4.5977 4.525 17.6245 0.493 0.0605 -0.073
O 8.9604 4.1154 11.5575 -0.5176 -0.5729 -0.5006
O 8.792 -0.6684 17.4274 -0.2287 0.2702 0.6462
O 2.7597 4.2601 11.6076 1.2431 0.8403 0.0819
O -1.2817 2.1876 12.8972 0.4602 0.5763 -0.1758
O 7.155 4.3996 17.614 0.658 0.3856 0.7987
O 9.8723 -1.615 19.6592 -0.1271 0.7153 -0.0727
O 11.0591 9.3548 13.6099 0.2534 -0.5862 0.3859
O 3.9163 7.2509 22.2856 -0.3495 0.2113 -0.4075
O 5.0991 7.6592 13.9347 0.1712 0.5431 -0.2306
O 8.445 1.4672 11.2125 -0.2536 0.4426 -0.5342
O 1.2358 10.1363 18.9404 0.0051 0.1717 -0.1979
O 8.7275 8.988 12.3609 -1.1699 -1.6554 -0.4323
O 2.5534 8.3695 20.4187 -0.9643 0.3446 -0.2523
O -1.4478 7.2507 15.0105 0.9565 0.555 -0.5299
O 4.121 0.1909 16.616 -0.8673 1.2594 0.294
O -1.2776 4.7441 13.7466 0.1105 -0.4943 -0.6097
O 4.4359 6.3927 19.7158 -0.4354 0.6275 0.7385
O 6.9561 0.9868 -0.9895 0.6398 1.4931 0.9856
O 1.6391 2.1053 12.8045 0.1963 1.1756 -0.6743
O 0.2445 1.1543 21.5253 -0.3331 -0.922 0.3237
O 0.732 8.6185 15.7966 -0.7547 -0.0911 0.1135
O -2.2116 11.4117 -1.045 0.1664 0.5903 -0.1572
O 4.4494 3.6588 20.1329 -0.3306 0.3369 -0.0079
O 6.8049 2.359 20.3478 0.0527 -0.9138 -0.1879
O -0.1911 5.5503 18.8035 1.4514 1.059 0.0237

Results
free energy: -107293.646 eV
free energy less fixed offsets of O -569.03, Si -635.61 eV per atom: 16.084 eV
pressure: -1.79 GPa
stress xx, yy, zz, yz, xz, xy (GPa, positive in tension): 0.2, 1.46, 3.73, -0.61, 0.42, -1.44

The program warned: the cutoff lies below the one the program advises for these potential files.
